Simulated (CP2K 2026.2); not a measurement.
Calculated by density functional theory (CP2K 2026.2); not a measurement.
Periodic cell of 534 atoms, Si358O176, from a study of silicon, its oxide and their interface. The atomic structure is a simulated model.
Doubt: the forces sum to 2.94 eV/angstrom along one axis rather than to zero, so they err by at least 0.0055 eV/angstrom per atom on average; the grid cutoff is modest.

Settings
functional: PBE
method: Gaussian and plane waves
basis set: DZVP-MOLOPT-SR-GTH
pseudopotentials: GTH-PBE
grid cutoff: 350 Ry, relative cutoff 50 Ry
k points: Gamma only
occupations: fixed
spin: none
net charge: 0

Cell vectors (angstrom)
a	16.4025	0	0
b	0	16.4025	0
c	0	0	36.0022

Atoms and the computed forces on them: element, x, y, z (angstrom), force x, y, z (eV/angstrom)
Si	16.06	0.522	35.918	-0.053	-0.036	-0.223
Si	2.807	2.76	35.945	-0.072	-0.028	0.218
Si	16.108	5.953	0.07	-0.023	-0.136	0.111
Si	2.988	7.991	0.175	-0.09	0.082	-0.19
Si	16.241	11.305	0.51	0.054	0.098	-0.263
Si	3.177	13.31	0.43	-0.158	-0.067	-0.383
Si	4.884	0.318	0.151	0.33	-0.159	-0.144
Si	8.586	2.322	0.44	-0.216	-0.001	-0.024
Si	5.058	5.627	0.068	0.021	0.063	0.177
Si	7.542	8.838	35.794	-0.036	0	0.021
Si	5.377	10.996	0.535	-0.246	0.227	-0.354
Si	8.459	13.335	0.146	-0.25	0.1	-0.378
Si	10.755	0.085	0.203	-0.009	-0.267	-0.367
Si	13.82	2.594	0.49	0.223	-0.145	-0.411
Si	11.619	4.707	35.505	0.039	-0.056	0.115
Si	13.913	8.222	35.97	-0.033	0.035	0.003
Si	10.705	11.102	0.14	0.087	0.052	-0.147
Si	13.959	13.347	0.435	0.005	-0.141	-0.298
Si	1.273	1.515	1.356	0.243	-0.041	-0.214
Si	3.968	4.148	1.507	0.03	-0.092	-0.27
Si	1.315	6.928	1.515	0.04	0.047	-0.268
Si	4.068	9.501	1.679	-0.2	-0.18	-0.253
Si	1.422	12.43	1.758	0.067	-0.093	-0.182
Si	4.083	15.092	1.688	-0.018	-0.003	-0.042
Si	6.745	1.263	1.455	-0.105	0.001	-0.255
Si	9.822	4.076	1.313	0.153	-0.142	-0.281
Si	6.777	6.904	1.172	-0.141	0.118	-0.24
Si	9.377	9.556	1.301	-0.142	0.165	-0.138
Si	6.86	12.359	1.636	0.279	0.16	-0.168
Si	9.538	14.961	1.504	0.059	-0.093	-0.11
Si	12.331	1.234	1.603	-0.187	-0.097	-0.104
Si	15.119	4.216	1.5	0.117	0.301	-0.092
Si	12.29	6.782	1.048	0.181	-0.081	-0.204
Si	15.055	9.568	1.565	-0.004	0.085	-0.278
Si	12.31	12.167	1.605	-0.126	0.059	-0.237
Si	15.125	15.137	1.404	0.041	0.06	-0.209
Si	0.036	2.829	2.865	-0.018	0.043	0.109
Si	2.61	0.074	2.86	-0.191	0.05	-0.01
Si	0.021	8.262	2.934	0.069	0.047	0.102
Si	2.627	5.484	2.876	-0.065	-0.046	0.129
Si	0.022	13.843	2.948	0.053	0.065	0.092
Si	2.711	10.917	2.997	-0.063	-0.093	0.145
Si	5.444	2.753	2.781	-0.066	0.039	0.093
Si	8.129	16.317	2.859	-0.072	0.039	0.037
Si	5.512	8.11	2.854	0.009	-0.072	0.158
Si	8.269	5.501	2.554	-0.079	0.054	-0.107
Si	5.525	13.761	2.98	0.102	0.104	0.146
Si	8.205	10.904	2.884	0.081	0.019	0.185
Si	10.991	2.729	2.852	0.129	0.006	0.21
Si	13.719	16.315	2.902	-0.033	-0.014	0.136
Si	10.849	8.104	2.566	0.031	0.017	-0.186
Si	13.624	5.561	2.735	-0.044	-0.002	-0.099
Si	10.941	13.632	2.877	0.039	-0.068	0.111
Si	13.649	10.838	2.943	-0.056	-0.036	0.238
Si	1.346	4.131	4.306	0.036	-0.027	-0.053
Si	4.065	1.416	4.197	0.011	-0.001	-0.108
Si	1.352	9.578	4.351	0.021	0.09	-0.012
Si	4.083	6.798	4.219	0.066	0.069	-0.089
Si	1.363	15.133	4.345	-0.175	0.126	0.026
Si	4.131	12.318	4.267	-0.027	0.012	-0.028
Si	6.881	4.151	4.053	-0.057	-0.074	-0.057
Si	9.538	1.355	4.161	-0.04	0.123	-0.074
Si	6.828	9.535	4.231	0.055	-0.062	-0.053
Si	9.551	6.814	4.064	-0.014	-0.016	0.007
Si	6.859	15.059	4.367	0.024	-0.111	-0.016
Si	9.578	12.273	4.256	-0.037	-0.038	-0.1
Si	12.338	4.143	4.178	-0.048	-0.029	-0.024
Si	15.038	1.408	4.199	0.02	-0.023	-0.065
Si	12.193	9.445	4.142	0.179	0.032	-0.045
Si	14.996	6.862	4.199	-0.034	-0.02	-0.051
Si	12.307	14.994	4.256	0.026	-0.039	-0.005
Si	15.031	12.328	4.221	-0.025	0.014	-0.102
Si	16.376	0.01	11.048	0.023	-0.008	0.004
Si	2.729	2.744	11.043	-0.013	0.014	0.005
Si	16.388	5.467	11.057	0.048	0.001	0.003
Si	2.742	8.195	11.063	0.01	-0.004	-0.002
Si	16.392	10.947	11.063	-0.004	0.012	-0.004
Si	2.736	13.687	11.058	-0.032	-0.007	-0.002
Si	5.464	0.024	11.052	-0.034	0.019	0.01
Si	8.186	2.75	11.063	-0.008	0.019	0.003
Si	5.479	5.475	11.053	-0.012	-0.009	-0.001
Si	8.201	8.192	11.051	-0.026	0.008	0.005
Si	5.486	10.929	11.061	-0.006	-0.002	0.011
Si	8.209	13.674	11.046	0.02	-0.021	0.007
Si	10.915	0.008	11.064	0.003	-0.034	0.001
Si	13.636	2.734	11.061	0.005	-0.022	-0.001
Si	10.894	5.464	11.056	0	0.023	0
Si	13.637	8.202	11.056	-0.007	0.013	0.002
Si	10.919	10.928	11.041	0.02	0	0.003
Si	13.652	13.68	11.048	0.016	0.011	0
Si	1.352	1.375	12.396	-0.007	-0.003	-0.015
Si	4.107	4.1	12.4	-0.03	0	-0.018
Si	1.374	6.813	12.426	-0.05	0.018	0.012
Si	4.129	9.554	12.433	-0.03	0.014	0.001
Si	1.369	12.32	12.42	0.034	0.019	-0.007
Si	4.103	15.061	12.421	-0.005	-0.013	0.006
Si	6.807	1.4	12.433	0.013	-0.061	0.009
Si	9.533	4.115	12.448	-0.007	-0.024	0.014
Si	6.852	6.828	12.428	-0.008	0.033	0.001
Si	9.56	9.565	12.412	0.036	0.045	-0.012
Si	6.864	12.299	12.424	-0.025	0.026	0.004
Si	9.558	15.034	12.439	-0.021	0.007	0.016
Si	12.269	1.379	12.447	0.052	0.021	0
Si	15.012	4.096	12.421	-0.002	0.003	0.002
Si	12.248	6.846	12.411	0.026	-0.05	-0.008
Si	15.004	9.578	12.412	0.028	0.005	0.01
Si	12.279	12.305	12.395	-0.011	-0.011	-0.023
Si	15.007	15.053	12.418	0.002	-0.032	-0.003
Si	16.384	2.709	13.777	0.035	-0.003	0.015
Si	2.731	0.044	13.774	-0.044	-0.019	-0.005
Si	16.382	8.195	13.746	0.059	-0.005	-0.001
Si	2.756	5.432	13.789	0.093	-0.066	0.005
Si	16.388	13.695	13.769	0.009	-0.02	0.022
Si	2.762	10.952	13.765	-0.053	0.016	-0.024
Si	5.446	2.775	13.817	-0.076	0.054	0.008
Si	8.17	0.018	13.778	-0.01	0.057	-0.05
Si	5.513	8.187	13.81	-0.025	-0.001	0.019
Si	8.185	5.481	13.845	0.017	-0.018	0.009
Si	5.494	13.69	13.76	-0.017	-0.066	-0.027
Si	8.241	10.936	13.807	-0.021	-0.053	-0.003
Si	10.89	2.748	13.815	0.023	0.012	-0.014
Si	13.641	0.002	13.808	-0.012	0.013	0.04
Si	10.887	8.2	13.802	-0.006	0.036	0.008
Si	13.61	5.469	13.747	-0.016	0.054	-0.043
Si	10.933	13.647	13.797	0.09	-0.067	0.016
Si	13.617	10.942	13.773	-0.011	0.092	0.013
Si	1.389	4.031	15.134	-0.054	0.018	-0.009
Si	4.064	1.414	15.178	0.052	-0.018	0.046
Si	1.377	9.562	15.076	0.001	0.038	-0.059
Si	4.167	6.772	15.152	-0.102	0.025	-0.038
Si	1.355	15.084	15.119	0.023	-0.003	0.016
Si	4.162	12.307	15.121	0.02	0.056	-0.047
Si	6.788	4.145	15.219	0.032	-0.039	0.018
Si	9.502	1.381	15.163	-0.102	-0.042	-0.014
Si	6.909	9.546	15.18	0.043	0.084	0.022
Si	9.55	6.849	15.227	-0.008	-0.013	0.047
Si	6.822	15.06	15.153	-0.031	0.005	0.068
Si	9.605	12.28	15.211	0.049	0.068	0.029
Si	12.245	4.151	15.158	0.037	-0.006	-0.001
Si	15.014	1.368	15.18	0.008	-0.016	0.038
Si	12.235	9.588	15.15	0.021	-0.031	0.036
Si	14.97	6.84	15.08	-0.064	-0.073	-0.04
Si	12.278	15.021	15.173	0.033	-0.026	0.022
Si	14.999	12.32	15.107	-0.001	-0.051	-0.001
Si	0.01	0.013	16.57	-0.02	-0.025	0.002
Si	2.695	2.703	16.644	0.007	0.022	0.027
Si	16.342	5.417	16.334	0.006	0	0.014
Si	2.778	8.186	16.378	0.135	-0.109	-0.022
Si	16.349	10.889	16.394	-0.022	0.14	0.132
Si	2.78	13.72	16.397	-0.077	0.011	0.102
Si	5.453	0.053	16.511	-0.057	0.027	0.073
Si	8.143	2.757	16.55	0.036	-0.024	0.082
Si	5.483	5.492	16.693	-0.019	-0.016	0.085
Si	8.203	8.181	16.669	0.045	0.024	0.027
Si	5.581	10.973	16.483	-0.021	-0.133	0.022
Si	8.239	13.722	16.499	-0.045	-0.139	-0.054
Si	10.813	16.347	16.486	0.103	0.102	-0.024
Si	13.591	2.759	16.482	0.012	0.072	-0.004
Si	10.931	5.514	16.607	-0.094	0.031	0.036
Si	13.598	8.199	16.458	0.074	0.038	0.065
Si	10.919	10.876	16.655	0.01	0.032	0.172
Si	13.699	13.689	16.546	-0.117	0.008	0.097
Si	1.312	1.32	18.072	0.044	-0.006	0.144
Si	4.046	4.111	18.014	0.108	-0.071	0.033
Si	1.3	6.824	17.582	-0.015	-0.165	-0.184
Si	4.272	9.456	17.709	0.049	-0.006	-0.136
Si	1.38	12.292	17.61	-0.038	0.051	-0.254
Si	4.06	15.108	17.849	-0.111	0	-0.141
Si	6.788	1.393	17.955	-0.065	0.026	0.023
Si	9.487	4.148	17.915	-0.056	0.046	-0.267
Si	6.859	6.882	18.161	0.016	-0.029	0.07
Si	9.562	9.468	18.147	0.041	0.038	0.123
Si	6.968	12.34	17.874	0.089	0.022	-0.115
Si	9.486	15.061	17.98	0.011	0.047	0.129
Si	12.129	1.386	17.74	-0.094	-0.089	-0.211
Si	15.02	4.12	17.791	0.089	0.036	-0.097
Si	12.309	6.929	17.976	-0.109	0.056	-0.079
Si	14.986	9.523	17.802	-0.135	0.118	-0.127
Si	12.353	12.306	17.928	0.183	-0.044	-0.005
Si	15.06	15.069	17.96	0.022	-0.175	0.024
Si	16.239	2.78	19.305	0.028	0.114	0.199
Si	2.71	16.278	19.478	0.087	-0.106	0.17
Si	0.022	8.126	18.995	-0.157	-0.03	0.234
Si	2.524	5.583	19.076	-0.046	0.042	0.161
Si	0.176	13.554	19.163	0.013	0.015	0.112
Si	2.796	10.848	18.741	-0.104	0.068	0.087
Si	5.407	2.694	19.42	0.008	0.043	0.158
Si	8.122	0.058	19.423	-0.073	0.033	0.299
Si	5.446	8.342	19.483	-0.17	0.024	0.198
Si	8.279	5.44	19.507	0.03	-0.069	0.113
Si	5.553	13.778	19.049	0.115	0.17	0.164
Si	8.183	10.986	19.432	0.221	0.007	0.169
Si	10.813	2.716	19.17	-0.213	-0.195	0.198
Si	13.506	0.142	19.096	0.128	-0.116	0.091
Si	11.044	8.133	19.652	-0.019	0.032	0.09
Si	13.783	5.57	19.165	0.218	0.084	0.227
Si	10.889	13.632	19.252	0.032	-0.076	0.225
Si	13.783	10.913	19.293	0.099	0.097	0.299
Si	1.004	4.452	20.514	-0.061	0.026	0.062
Si	4.275	1.063	20.815	0.082	0.039	-0.068
Si	1.497	9.511	20.103	0.228	-0.059	0.547
Si	3.536	7.234	20.412	-0.194	0.405	0.084
Si	1.874	14.286	20.668	-0.104	-0.251	0.136
Si	4.148	12.229	19.953	-0.115	0.045	0.488
Si	6.956	3.912	20.783	-0.07	-0.015	-0.027
Si	9.231	1.749	20.764	0.159	-0.049	0.019
Si	6.363	10.244	20.824	-0.227	0.209	0.118
Si	10.169	6.161	20.909	0.055	0.034	0.024
Si	6.488	15.227	20.709	0.043	-0.041	0.022
Si	9.893	12.055	20.757	-0.083	-0.062	-0.238
Si	12.387	4.052	20.202	0.179	-0.039	0.594
Si	14.401	1.798	20.503	-0.137	0.172	0.192
Si	12.279	9.902	20.847	-0.084	0.07	-0.267
Si	15.361	6.758	20.605	0.095	-0.088	0.064
Si	12.329	15.027	20.433	0.098	-0.093	0.167
Si	15.741	11.794	20.466	0.104	-0.443	-0.326
Si	2.061	15.649	25.784	-0.1	0.08	0.098
Si	2.755	2.995	22.845	-0.209	-0.126	0.055
Si	0.682	9.807	27.383	-0.059	0.163	-0.073
Si	1.816	4.515	27.835	-0.023	-0.071	0.097
Si	14.294	13.614	22.278	-0.135	0.08	0.029
Si	6.419	1.359	27.484	-0.091	-0.185	-0.029
Si	4.513	12.891	24.842	-0.167	0.061	0.107
Si	8.426	3.463	27.15	0.072	-0.003	0.034
Si	4.774	5.295	22.67	0.069	0.076	-0.067
Si	8.279	12.328	25.529	0.082	-0.123	0.387
Si	7.933	8.72	28.072	-0.123	0.023	-0.06
Si	6.538	10.468	23.987	-0.189	0.085	0.449
Si	12.419	0.572	25.179	0.029	0.038	0.145
Si	14.909	0.121	23.213	-0.041	0.119	0.295
Si	10.538	5.809	23.885	0.115	-0.156	0.265
Si	14.461	8.864	22.956	0.054	-0.028	-0.035
Si	8.373	13.905	22.861	0.053	-0.1	0.063
Si	1.764	13.417	23.644	0.169	-0.014	0.366
Si	2.353	7.372	28.49	-0.033	0.074	0.092
Si	16.389	2.907	29.433	-0.045	-0.159	0.008
Si	8.228	11.739	28.353	-0.225	0.101	0.197
Si	12.652	7.622	25.106	-0.271	-0.014	0.165
Si	15.736	13.998	31.931	0.038	-0.176	-0.103
Si	11.081	3.415	25.585	0.12	0.01	0.05
Si	8.379	6.415	26.098	-0.192	0.07	0.05
Si	5.129	7.736	27.618	-0.018	0.128	-0.008
Si	5.717	7.45	24.805	0.134	0.133	0.151
Si	10.552	16.226	22.808	0.293	-0.002	0.061
Si	8.157	1.896	29.667	0.122	-0.152	0.118
Si	0.606	1.655	24.779	-0.09	-0.147	0.285
Si	12.259	10.215	26.399	-0.008	0.057	0.077
Si	11.772	6.19	30.115	-0.014	0.032	-0.114
Si	14.28	10.405	28.625	0.073	0.054	-0.055
Si	13.607	12.45	24.793	-0.017	-0.023	0.296
Si	16.29	10.919	24.511	0.051	0.235	0.254
Si	15.654	3.549	26.717	-0.125	-0.16	-0.065
Si	5.02	15.455	26.083	-0.034	-0.037	0.072
Si	12.968	5.341	27.201	-0.001	-0.096	0.057
Si	15.048	13.383	28.956	0.048	0.018	-0.039
Si	0.9	11.254	31.75	-0.155	0.168	-0.127
Si	1.966	6.774	31.62	0.053	0.238	-0.104
Si	3.378	13.818	27.481	-0.071	-0.051	0.153
Si	10.374	1.71	31.839	-0.088	-0.129	-0.068
Si	4.168	3.004	28.966	-0.065	-0.051	-0.096
Si	8.608	6.749	30.376	0.105	0.03	-0.221
Si	5.994	1.77	31.958	0.026	-0.3	-0.055
Si	10.672	12.525	27.345	0.111	0.147	-0.024
Si	5.925	5.652	29.495	0.022	-0.075	0.07
Si	12.252	4.087	32.435	0.033	-0.234	-0.257
Si	7.524	8.46	32.663	-0.261	0.146	-0.449
Si	15.927	8.711	32.287	0.002	0.115	-0.39
Si	13.03	14.573	26.986	0.056	-0.044	-0.012
Si	13.134	8.834	31.166	0.161	-0.093	-0.1
Si	15.203	2.952	32.265	-0.157	-0.162	-0.239
Si	3.937	14.741	34.082	-0.086	0.05	-0.256
Si	1.297	9.799	34.23	0.093	0.122	-0.073
Si	2.161	1.291	30.602	-0.05	-0.204	-0.252
Si	1.597	12.141	28.914	-0.017	0.022	0.111
Si	5.559	13.5	32.061	0.046	-0.077	-0.285
Si	4.875	7.07	31.974	-0.09	0.27	-0.08
Si	7.993	2.736	33.563	0.056	-0.202	-0.292
Si	5.71	4.31	33.278	0.031	-0.088	-0.309
Si	7.458	11.426	31.432	-0.13	0.245	0.022
Si	8.219	13.788	33.076	-0.042	0.011	-0.352
Si	3.993	15.737	31.371	0.029	-0.179	-0.277
Si	0.279	0.444	32.814	-0.1	-0.094	-0.392
Si	1.238	4.504	33.685	0.102	-0.064	-0.1
Si	12.544	10.263	33.804	0.027	0.06	-0.047
Si	10.949	15.387	33.2	-0.141	-0.007	-0.296
Si	13.177	13.394	33.593	0.03	0.054	-0.355
O	14.981	13.911	30.49	-0.308	0.246	0.056
O	0.388	0.208	34.437	0.005	-0.022	0.456
O	2.279	3.519	34.528	0.265	-0.225	0.126
O	3.9	1.546	35.564	0.366	-0.176	0.181
O	2.402	8.775	34.833	-0.127	0.188	0.212
O	0.616	5.552	34.762	-0.281	0.14	-0.071
O	3.997	6.818	35.508	0.212	-0.004	0.291
O	1.9	5.325	32.404	-0.096	-0.344	0.274
O	15.121	12.311	35.786	-0.174	-0.026	0.775
O	0.903	10.906	35.328	0.172	0.018	-0.034
O	2.752	14.158	35.043	-0.112	0.115	0.04
O	0.326	12.72	32.163	0.293	0.069	0.321
O	4.733	13.464	33.459	-0.059	-0.002	0.082
O	5.034	15.715	34.833	0.189	0.093	0.293
O	7.961	3.07	35.131	-0.341	0.214	-0.302
O	5.039	2.984	32.547	-0.076	0.264	-0.089
O	2.866	16.234	30.301	0.084	0.07	0.282
O	5.469	4.528	34.881	-0.092	0.12	0.086
O	8.009	8.497	34.225	0.304	-0.137	0.411
O	6.367	10.039	35.545	0.215	-0.215	0.36
O	4.221	12.081	35.914	-0.021	-0.039	0.362
O	7.807	13.714	34.659	-0.169	0.011	0.577
O	8.503	12.337	32.331	0.139	-0.125	0.206
O	9.592	1.18	35.771	-0.202	0.341	0.195
O	11.189	15.827	34.748	0.133	-0.142	0.585
O	14.816	1.605	35.544	0.004	0.07	0.653
O	12.789	3.535	35.612	-0.233	0.231	-0.015
O	5.907	8.149	32.609	-0.113	-0.111	0.334
O	11.505	4.662	33.801	-0.145	0.373	0.595
O	13.501	9.261	34.71	0.091	-0.374	0.147
O	14.444	8.167	31.912	-0.021	0.132	0.205
O	9.696	12.334	35.677	0.05	-0.135	0.139
O	11.181	10.449	34.681	-0.003	-0.244	0.178
O	13.059	13.838	35.147	0.079	0.169	0.009
O	12.002	14.203	32.786	0.023	-0.213	0.233
O	1.772	3.656	21.728	0.183	0.123	-0.043
O	16.372	5.573	21.226	0.237	-0.25	-0.292
O	5.389	16.322	21.363	-0.088	-0.033	-0.706
O	3.565	1.73	22.17	0.197	-0.194	-0.282
O	0.863	1.541	29.653	-0.055	0.015	0.102
O	0.516	10.641	20.879	-0.438	0.268	-0.092
O	3.959	6.07	21.497	-0.264	-0.139	0.29
O	2.503	8.464	21.033	-0.11	-0.221	-0.523
O	1.336	14.142	22.237	0.013	0.36	-0.434
O	3.383	13.143	23.691	0.167	0.061	-0.204
O	5.031	11.25	20.964	0.495	-0.034	-0.038
O	3.099	13.173	20.802	-0.402	0.15	-0.123
O	6.158	4.631	22.07	-0.013	-0.228	-0.368
O	8.087	2.819	21.387	0.285	-0.1	-0.314
O	12.082	2.136	25.495	-0.033	0.072	0.156
O	10.029	1.213	22.124	-0.253	0.007	-0.058
O	6.908	10.364	22.398	0.358	-0.382	-0.471
O	9.864	12.561	25.906	-0.045	-0.012	-0.263
O	9.726	6.222	22.523	-0.007	0.25	-0.446
O	7.063	6.645	25.198	0.052	-0.024	-0.138
O	12.578	11.278	25.208	-0.221	0.003	-0.054
O	7.051	14.305	21.978	-0.096	-0.029	-0.21
O	9.293	15.232	22.933	0.076	-0.155	0.075
O	9.216	12.718	22.109	0.127	0.119	0.327
O	11.425	5.056	21.133	-0.106	0.068	-0.01
O	13.375	3.009	21.102	0.126	-0.254	-0.805
O	14.653	0.833	21.792	0.075	0.171	-0.112
O	1.832	2.503	24.109	0.223	0.052	-0.28
O	13.172	9.585	22.216	-0.264	-0.235	0.105
O	11.072	10.988	21.297	-0.007	0.032	-0.283
O	14.973	7.702	21.915	-0.209	-0.173	-0.045
O	13.976	8.212	24.371	0.327	-0.034	-0.179
O	13.56	13.997	20.886	0.194	0.203	-0.103
O	11.735	15.604	21.868	-0.134	0.26	-0.208
O	13.241	12.868	23.27	-0.024	0.164	-0.026
O	15.409	12.491	21.917	-0.099	-0.08	0.366
O	1.397	14.599	24.725	-0.326	0.033	-0.215
O	1.064	11.949	23.982	-0.084	0.061	0.026
O	7.071	2.65	26.71	0.106	0.056	-0.107
O	5.458	14.24	25.059	0.248	0.172	0.046
O	15.668	9.905	23.375	-0.207	-0.101	-0.247
O	15.827	9.979	28.411	-0.087	0.042	0.235
O	3.79	8.144	28.439	-0.073	-0.097	0.145
O	0.584	7.563	31.885	0.043	-0.105	0.339
O	1.573	1.25	32.143	-0.042	0.202	0.387
O	0.368	9.984	25.785	-0.269	0.015	-0.174
O	1.729	10.995	27.766	-0.013	0.092	-0.235
O	6.115	0.219	26.347	0.151	0.103	-0.112
O	11.732	4.453	26.651	-0.316	-0.109	0.212
O	3.624	16.061	25.443	-0.039	0.081	-0.31
O	8.239	5.065	26.992	-0.121	-0.022	0.292
O	10.878	4.206	24.146	-0.143	-0.032	-0.1
O	5.027	6.502	23.71	0.068	-0.165	0.142
O	3.845	4.118	23.331	0.084	-0.074	-0.052
O	6.042	8.964	24.326	0.136	-0.057	0.172
O	5.773	6.273	27.995	0.129	-0.179	-0.051
O	8.561	10.2	27.926	-0.055	-0.209	-0.248
O	4.693	7.629	26.056	-0.001	-0.267	-0.112
O	9.648	2.934	26.205	0.008	-0.247	0.105
O	7.961	13.436	24.372	-0.265	0.024	-0.49
O	8.666	3.157	28.747	-0.067	0.136	-0.079
O	13.795	0.511	24.325	0.08	-0.01	0.019
O	16.361	0.679	23.66	0.148	-0.025	-0.376
O	1.262	8.337	27.77	0.072	-0.084	-0.121
O	11.901	6.712	23.978	-0.041	0.049	0
O	9.652	6.284	25.143	0.166	0.155	0.122
O	13.085	6.75	26.405	-0.161	0.16	-0.112
O	11.71	8.856	25.68	-0.042	0.13	0.068
O	14.947	14.912	23.004	0.129	-0.102	0.235
O	7.88	10.873	24.855	-0.036	-0.153	-0.038
O	1.214	0.636	25.921	-0.117	0.063	0.087
O	15.388	3.24	30.662	-0.262	0.248	0.214
O	2.097	14.817	27.189	0.088	-0.077	0.041
O	15.33	1.331	32.497	-0.122	0.054	0.166
O	5.053	1.819	28.269	-0.174	-0.305	-0.003
O	9.466	14.791	32.903	0.197	-0.056	-0.12
O	7.498	5.586	29.979	0.063	-0.225	-0.159
O	3.108	3.506	27.821	-0.197	-0.018	-0.083
O	16.116	10.144	31.491	0.018	0.044	-0.112
O	14.162	12.032	28.709	0.144	0.124	0.018
O	7.522	0.807	28.593	-0.093	0	0.117
O	3.682	12.732	26.267	-0.084	-0.112	-0.038
O	9.468	1.401	30.507	0.12	-0.199	-0.136
O	5.39	11.579	24.418	0.034	0.024	0.044
O	8.296	8.101	29.521	-0.175	0.272	0.093
O	8.631	7.735	26.996	0.154	0.026	0.109
O	6.309	8.85	27.849	0.024	0.148	-0.171
O	2.412	6.001	27.624	-0.102	-0.181	0.045
O	12.222	7.722	30.429	-0.134	0.037	-0.261
O	12.266	9.575	32.34	0	-0.016	0.341
O	5.149	4.211	29.507	-0.12	-0.109	0.172
O	7.486	12.409	27.009	0.165	-0.185	-0.002
O	15.783	2.572	25.399	0.126	-0.041	0.167
O	11.166	0.01	24.303	-0.155	-0.201	-0.313
O	14.298	14.528	28.037	-0.106	0.05	-0.098
O	12.614	16.106	26.566	0.108	0.089	0.116
O	12.562	5.667	28.763	-0.002	-0.182	0.099
O	15.546	2.631	28.069	0.014	0.162	0.196
O	13.632	9.845	29.996	-0.029	-0.07	0.071
O	11.302	11.017	27.438	-0.17	-0.075	0.272
O	8.388	7.268	31.923	-0.175	-0.17	0.054
O	11.721	13.753	27.538	-0.269	0.005	0.402
O	13.491	13.826	25.631	0.152	0.103	-0.428
O	0.7	4.32	26.659	0.029	0.196	-0.001
O	15.115	11.916	25.049	0.094	0.01	0.228
O	14.373	4.556	26.838	-0.063	-0.154	0.039
O	12.296	5.3	31.359	0.198	-0.058	0.453
O	0.153	15.395	32.067	0.339	0.019	0.299
O	0.228	13.029	28.679	0.078	0.011	0.043
O	4.702	14.781	27.565	-0.081	-0.073	-0.188
O	1.861	10.611	32.909	0.275	-0.395	0.107
O	16.289	9.036	33.85	0.117	0.119	0.312
O	0.004	3.626	33.117	0.043	-0.052	0.218
O	13.78	3.578	32.739	-0.027	0.112	0.017
O	11.097	0.31	32.254	0.227	0.119	0.227
O	1.707	11.428	30.366	0.126	0.084	0.161
O	7.528	11.684	29.813	-0.146	0.176	-0.236
O	2.048	6.81	29.99	0.016	0.113	-0.115
O	3.268	15.548	32.829	-0.254	-0.021	0.024
O	4.678	14.313	30.932	0.167	0.074	0.145
O	7.319	4.115	32.952	0.15	0.03	0.284
O	6.932	14.385	32.251	-0.062	-0.101	0.326
O	3.306	2.423	30.249	0.147	0.03	-0.037
O	9.598	12.61	28.571	0.012	0.044	-0.116
O	6.942	2.259	30.702	-0.166	0.128	-0.058
O	3.323	7.55	32.142	0.088	-0.163	0.224
O	5.924	11.947	31.737	-0.225	0.111	0.045
O	2.958	13.038	28.828	0.07	0.129	-0.092
O	7.709	9.885	31.867	0.031	-0.126	0.019
O	5.07	5.625	32.645	-0.294	-0.096	-0.134
O	11.522	2.843	31.642	0.258	-0.041	0.079
O	14.605	13.947	33.077	0.026	-0.223	0.059
O	7.034	1.442	33.188	-0.106	0.121	-0.021
O	13.555	9.813	27.294	0.25	0.019	-0.147
O	5.195	6.796	30.403	0.133	0.152	-0.055
O	9.463	2.374	33.018	0.077	0.279	0.134
O	14.931	6.983	35.45	0.354	0.166	0.581
O	0.977	4.207	29.226	-0.041	-0.044	0.209
O	5.149	0.477	31.51	0.032	0.16	-0.047
O	10.119	6.177	30.062	-0.164	-0.273	-0.124
O	13.135	11.761	33.462	0.18	-0.102	-0.09
Si	16.362	0.075	5.648	0.103	-0.027	0.002
Si	2.736	2.757	5.625	0.005	0.024	-0.046
Si	16.345	5.497	5.606	-0.009	-0.037	-0.024
Si	2.75	8.18	5.625	-0.03	0.009	-0.009
Si	16.371	10.976	5.634	0.083	-0.033	0.041
Si	2.747	13.692	5.626	0.016	0.02	-0.036
Si	5.433	0.054	5.609	-0.024	-0.017	-0.017
Si	8.186	2.767	5.504	0.03	-0.049	-0.04
Si	5.499	5.442	5.53	-0.043	0.021	-0.053
Si	8.226	8.161	5.535	-0.033	0.068	-0.038
Si	5.477	10.919	5.611	0.026	0.021	0.001
Si	8.226	13.643	5.643	0.008	0.012	0.013
Si	10.919	0.011	5.561	0.039	-0.042	-0.055
Si	13.671	2.766	5.569	0.013	0.066	-0.005
Si	10.911	5.482	5.511	0.042	-0.063	-0.059
Si	13.611	8.19	5.573	-0.028	-0.061	-0.018
Si	10.932	10.871	5.575	-0.064	0.031	-0.026
Si	13.666	13.645	5.625	-0.078	0.008	0.001
Si	1.359	1.406	6.994	-0.054	-0.006	0.023
Si	4.128	4.119	6.949	0.043	-0.084	-0.001
Si	1.346	6.836	6.97	0.027	0.02	0.009
Si	4.106	9.561	6.979	-0.013	0.028	0
Si	1.366	12.324	6.988	-0.04	-0.006	-0.02
Si	4.103	15.064	6.988	-0.005	-0.036	-0.023
Si	6.833	1.417	6.931	-0.068	0.059	-0.012
Si	9.559	4.109	6.895	-0.011	0.003	0.001
Si	6.845	6.817	6.91	-0.012	-0.002	0.004
Si	9.555	9.532	6.939	0.019	0.007	0.01
Si	6.837	12.288	6.982	0.015	-0.033	0.008
Si	9.58	15.048	6.965	0.009	-0.041	0.012
Si	12.287	1.388	6.923	-0.032	0.025	-0.003
Si	15.01	4.115	6.972	0.008	-0.032	0.018
Si	12.262	6.817	6.937	0.054	0.015	-0.006
Si	14.992	9.568	6.951	-0.052	0.103	-0.028
Si	12.287	12.263	6.955	0.11	-0.028	-0.015
Si	15.014	15.053	6.974	-0.024	0.026	0.008
Si	16.383	2.761	8.342	0.046	0.025	0.014
Si	2.721	0.018	8.34	-0.009	0.004	0.003
Si	16.378	8.211	8.327	0.022	-0.021	-0.007
Si	2.737	5.473	8.316	-0.024	0.021	-0.002
Si	16.392	13.691	8.337	0.03	-0.005	0.003
Si	2.734	10.936	8.34	0.007	0.01	0.013
Si	5.474	2.754	8.324	-0.01	0.001	0.019
Si	8.194	0.027	8.304	0.022	-0.019	0.004
Si	5.487	8.183	8.309	-0.009	0.041	-0.005
Si	8.201	5.46	8.289	-0.027	-0.004	-0.009
Si	5.475	13.678	8.335	-0.023	-0.007	0.02
Si	8.204	10.909	8.32	-0.03	0.021	0.007
Si	10.912	2.747	8.295	0.024	-0.009	-0.003
Si	13.635	0.02	8.317	0.017	-0.039	-0.003
Si	10.917	8.184	8.315	0.025	0.018	0.002
Si	13.631	5.47	8.328	-0.025	-0.035	0.007
Si	10.935	13.661	8.316	-0.022	0.019	0.004
Si	13.651	10.927	8.338	-0.005	-0.011	0.009
Si	1.364	4.117	9.69	-0.007	-0.034	0.001
Si	4.101	1.385	9.683	-0.012	-0.036	-0.013
Si	1.357	9.568	9.703	-0.022	0.023	0.008
Si	4.109	6.836	9.683	-0.016	0.012	-0.004
Si	1.357	15.051	9.7	-0.01	-0.013	0.001
Si	4.108	12.307	9.704	-0.013	0.013	0.001
Si	6.841	4.115	9.681	-0.007	-0.008	0.009
Si	9.555	1.385	9.688	-0.017	-0.003	-0.003
Si	6.837	9.553	9.687	0.005	-0.004	0.002
Si	9.548	6.824	9.673	0.012	0	-0.004
Si	6.841	15.058	9.69	-0.011	-0.007	0
Si	9.562	12.296	9.675	0.002	0	-0.01
Si	12.266	4.1	9.692	0.025	0.012	0
Si	15.007	1.38	9.687	0.003	0.001	-0.006
Si	12.278	9.557	9.681	0.023	0.022	-0.001
Si	15.009	6.836	9.694	0.003	0.017	-0.018
Si	12.282	15.045	9.686	0.026	-0.004	0.017
Si	15.024	12.31	9.69	0.015	0.006	-0.004

Results
total energy: -115457.425 eV
total energy less fixed offsets of O -438.35, Si -107.03 eV per atom: 8.915 eV
